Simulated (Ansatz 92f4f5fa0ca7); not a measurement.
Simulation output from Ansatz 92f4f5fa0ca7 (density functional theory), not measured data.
Periodic cell of 171 atoms, Si99O72, from a study of silicon, its oxide and their interface. The atomic structure is a simulated model.

Settings: functional r2SCAN; potential files Ansatz norm-conserving; basis plane waves; wave-function cutoff 1300 eV; density cutoff ratio 4; exchange-correlation grid ratio 1; k mesh 2 x 2 x 1, shifted by 0.5 0.5 0.5 of a step; self-consistency stop 5e-08 eV per atom in the density residual; occupations Fermi-Dirac, 0.05 eV; spin none; net charge 0.

Cell vectors (angstrom)
a  11.5403  0  0
b  0  11.5403  0
c  0.0336  -2.3971  22.9418

Atoms and the computed forces on them: element, x, y, z (angstrom), force x, y, z (eV/angstrom)
Si  -0.1256  -0.5059  0.4335  0.257  0.2713  -0.488
Si  -0.3671  2.5725  1.0004  -0.01  -0.2692  -0.5633
Si  -0.5866  5.6492  0.4221  -0.3352  -0.0498  -0.2721
Si  3.4577  -1.804  0.6293  -0.1236  -0.1698  -0.6173
Si  3.2232  3.638  0.4756  -0.0924  -0.0372  -0.3943
Si  3.4327  6.6768  0.9747  0.1596  0.2928  -0.6097
Si  7.3101  -1.0474  0.5189  -0.0473  -0.2707  -0.4653
Si  7.4411  3.0562  0.4799  0.0185  0.3158  -0.1442
Si  7.3668  6.1846  0.8454  0.2266  0.0446  0.038
Si  1.5895  -1.1339  1.9577  0.103  -0.0557  -0.1499
Si  1.6348  2.7782  2.1205  0.1786  0.0694  -0.2025
Si  1.3233  6.5398  1.9277  0.074  -0.2912  -0.2536
Si  5.3877  -1.143  1.8391  -0.1969  -0.0971  -0.128
Si  5.2477  2.7043  1.6094  0.0975  0.105  -0.4116
Si  5.4217  6.6806  2.1368  0.1104  -0.1901  -0.2392
Si  9.3698  -1.2073  1.6665  0.1518  0.1813  -0.2251
Si  9.1574  2.5185  2.0916  0.0375  0.1346  -0.3182
Si  9.3469  6.4559  2.0523  -0.1169  0.011  -0.3044
Si  1.684  0.7281  3.365  0.0988  0.0642  0.041
Si  1.511  4.6881  3.3929  -0.2327  0.0464  0.3323
Si  1.444  8.5217  3.3218  -0.1481  0.0198  0.0276
Si  5.2916  0.7708  3.1615  0.0031  0.1794  -0.1881
Si  5.3589  4.5539  3.1851  0.1168  0.1114  0.3514
Si  5.4678  8.637  3.3708  0.1086  -0.0576  0.1873
Si  9.2202  0.5394  3.2888  0.0009  0.0147  0.1362
Si  9.2251  4.514  3.3491  -0.1385  -0.0993  0.5099
Si  9.3845  8.5386  3.226  -0.0584  -0.1159  -0.1188
Si  -0.3473  0.6568  4.6424  -0.0154  -0.0366  -0.1051
Si  -0.402  4.5717  4.7232  -0.015  0.0861  -0.3557
Si  -0.3853  8.567  4.7556  0.1389  -0.0356  -0.0078
Si  3.5531  0.7038  4.7501  -0.154  0.0713  0.1113
Si  3.4952  4.6368  4.6632  0.098  -0.1201  -0.2131
Si  3.4737  8.5798  4.6626  -0.0332  0.0662  -0.0262
Si  7.2335  0.646  4.5874  0.1365  -0.0296  -0.0013
Si  7.2469  4.5416  4.6329  -0.0151  -0.0315  -0.3888
Si  7.4266  8.576  4.6414  -0.1153  0.0637  0.0478
Si  -0.3544  -1.1262  6.2521  0.0408  0.045  0.0345
Si  -0.3843  2.5903  5.9312  0.0423  0.0116  0.1297
Si  -0.358  6.5651  5.9359  -0.1314  0.1617  0.1788
Si  3.5229  -1.1408  6.2826  -0.0696  -0.0267  -0.0637
Si  3.4887  2.6663  5.9993  -0.0059  -0.1395  0.0105
Si  3.5213  6.6177  5.9115  0.0066  0.0286  0.0978
Si  7.304  -1.13  6.2078  0.0137  -0.0616  -0.0129
Si  7.2327  2.574  5.9161  0.0283  0.0884  0.0101
Si  7.3533  6.5633  5.8233  0.0393  0.0099  -0.0184
Si  1.5739  -1.1183  7.704  -0.0211  0.0491  0.0112
Si  1.5312  2.618  7.2851  -0.032  -0.2338  -0.3286
Si  1.5862  6.6278  7.2475  -0.0067  0.1101  -0.3665
Si  5.4447  -1.1041  7.7671  -0.0482  -0.0688  0.1384
Si  5.3843  2.5889  7.3942  0.0064  -0.2746  0.0143
Si  5.4834  6.6371  7.1864  0.002  0.2164  -0.1513
Si  9.224  -1.1457  7.6425  0.037  0.0876  0.0476
Si  9.1843  2.5923  7.1788  -0.0071  -0.1676  -0.3255
Si  9.2329  6.5595  7.2068  -0.0005  0.1332  -0.2931
Si  1.4843  0.9774  8.9739  -0.0798  0.1266  0.3205
Si  1.5494  4.6299  8.3877  0.0819  -0.0164  0.2084
Si  1.6196  8.3095  8.9006  0.0237  -0.1013  0.1807
Si  5.3248  0.9701  9.2474  0.0901  0.3213  0.2323
Si  5.4212  4.6733  8.3696  0.1506  0.0734  0.1355
Si  5.5703  8.2778  8.8671  0.0513  -0.0511  0.2925
Si  9.1392  0.9635  8.8248  0.0269  -0.0394  0.3224
Si  9.2314  4.5641  8.3366  -0.1458  -0.0258  0.1614
Si  9.2781  8.2462  8.8228  -0.1367  -0.0205  0.1345
Si  10.9904  1.495  10.1772  0.0592  0.2997  0.49
Si  11.1396  4.5139  9.6111  0.0733  -0.0401  1.1697
Si  11.1879  7.5616  10.0327  0.0105  -0.194  0.693
Si  3.2226  1.8289  10.423  -0.1513  0.196  0.1293
Si  3.4979  4.7912  9.631  0.0209  0.0784  0.9045
Si  3.6309  7.7748  10.0931  -0.0585  -0.4591  0.6571
Si  7.438  1.6276  10.4156  0.2409  0.5062  0.407
Si  7.3391  4.6168  9.6542  -0.0704  0.0772  0.7668
Si  7.4871  7.6091  10.2758  0.0666  -0.3951  0.4965
Si  11.3104  7.884  13.0204  -0.01  -0.0232  0.2821
Si  9.3389  0.4246  12.5198  0.0284  -0.088  0.0795
Si  10.685  3.6187  16.2372  0.1032  0.0139  -0.1052
Si  6.2688  2.8005  16.9185  -0.1685  -0.1503  -0.0628
Si  7.0525  5.453  16.171  0.0233  0.1308  -0.1445
Si  11.8345  6.2146  16.7272  0.1235  0.1374  0.1056
Si  7.6611  9.3436  20.8231  -0.0086  -0.1031  -0.5071
Si  2.8967  0.476  12.9554  -0.0576  -0.0796  0.1664
Si  8.9051  1.6249  17.6031  0.0232  -0.1057  -0.0977
Si  9.6479  6.0971  14.9551  -0.0739  -0.0275  0.0427
Si  13.5199  -3.0697  21.2536  0.2218  -0.0338  -0.1083
Si  2.0818  7.4588  14.6296  0.0741  -0.0775  0.0775
Si  5.6854  9.7673  14.9389  0.0417  0.0572  0.54
Si  7.4984  9.5354  12.5945  0.033  -0.0431  0.1585
Si  4.5228  7.3327  16.1858  0.0443  0.0713  0.0267
Si  7.3271  4.6346  18.934  -0.2289  0.1104  -0.1813
Si  2.7374  -0.1339  20.7975  0.0952  0.0403  -0.2617
Si  5.4033  -0.7404  19.774  -0.1612  -0.1799  -0.3254
Si  2.238  7.9532  18.2775  -0.0961  0.0756  -0.1719
Si  -0.8972  0.7985  15.4253  0.1734  -0.1115  0.2389
Si  3.0245  -0.6191  18.037  -0.0185  -0.0194  -0.1975
Si  4.6195  -1.7379  12.223  -0.3048  -0.1576  0.0901
Si  8.0158  0.4834  20.2373  -0.0298  -0.0701  -0.4128
Si  9.0398  4.2388  21.2543  0.0492  0.1795  -0.213
Si  7.7631  -4.9618  20.9745  -0.0622  0.064  -0.2853
Si  0.885  -1.4058  14.4874  -0.0316  0.0435  0.3654
Si  4.3122  0.7724  15.7118  0.038  -0.0258  0.2538
O  7.8627  3.3307  -1.1449  -0.1681  -0.2239  0.8488
O  0.534  -1.1346  -0.988  -0.1459  0.2892  0.3947
O  6.7556  5.7351  19.9988  0.5217  -0.0677  0.1602
O  0.24  -0.3513  15.5241  -0.0884  0.0612  -0.3442
O  2.1469  9.5557  17.9581  0.2282  -0.0723  0.1663
O  10.3805  6.7916  16.2504  0.1164  -0.3606  -0.2345
O  8.9572  1.2884  19.1937  -0.2991  -0.1033  0.193
O  3.5215  7.3411  17.4722  -0.1204  0.1055  -0.0773
O  3.248  -0.9292  -0.7419  -0.2284  -0.1309  0.193
O  3.8688  -2.9799  11.5263  0.1606  0.2033  -0.2745
O  1.878  -1.4772  21.0076  0.0904  -0.0268  -0.0083
O  8.0207  6.1967  15.0857  0.1554  -0.1986  0.1893
O  7.2993  4.5755  1.0715  -0.0233  -0.0139  -0.6813
O  8.2508  -3.5837  20.288  -0.2608  -0.0466  0.4112
O  3.6626  7.1307  14.802  -0.1555  0.1233  0.2097
O  3.0928  0.1477  16.6103  0.2257  -0.0387  0.0468
O  3.682  1.0825  14.2478  -0.1345  -0.2305  -0.2138
O  7.1127  9.4812  14.1966  -0.0722  0.0158  -0.4876
O  2.454  0.8912  21.9978  0.1809  -0.0507  0.2659
O  -0.3425  -2.2455  13.836  0.2075  -0.137  -0.1225
O  10.2231  6.8118  13.612  0.1251  0.1838  -0.0039
O  9.5752  3.0796  17.2997  0.0057  -0.1919  -0.142
O  10.6615  0.6785  11.5957  -0.009  0.2616  -0.3255
O  7.6873  6.3411  -0.7641  0.0556  0.0064  0.2822
O  11.0427  8.2858  11.4955  0.0139  -0.2308  -0.3059
O  7.417  5.976  10.5928  -0.0003  0.4363  -0.6458
O  8.0504  1.2564  11.9418  -0.1654  -0.0643  -0.6053
O  12.4051  7.165  17.897  0.1887  -0.0694  -0.1518
O  -1.13  6.0669  -1.1161  -0.0181  -0.0551  0.472
O  8.8317  10.4183  12.4166  -0.1631  0.0434  -0.012
O  6.7392  3.8932  15.7939  0.0195  0.072  0.3727
O  7.7316  8.1203  11.8424  -0.1417  0.1661  -0.3458
O  5.6034  6.1536  16.3063  0.1277  -0.012  -0.0361
O  5.5675  -0.2645  15.538  -0.2628  -0.1496  -0.2195
O  6.1868  3.5835  18.377  0.439  0.1185  -0.1783
O  -0.4816  4.0092  0.1559  0.1898  0.4299  0.3703
O  4.3439  -0.3884  20.9409  -0.1238  -0.0606  -0.1432
O  11.0685  3.1396  10.5802  0.0738  -0.2941  -0.7931
O  2.3462  7.7144  19.8696  -0.1301  0.2544  0.2084
O  7.8252  5.4671  17.6145  -0.2033  -0.2558  0.0777
O  6.1635  -1.4404  11.8079  0.0539  -0.0296  0.1841
O  1.34  7.3713  13.1755  -0.2293  0.1849  0.1645
O  3.5793  5.2439  0.1309  -0.3232  -0.5193  0.5078
O  -1.8336  0.5194  16.7285  -0.0417  0.4096  -0.0541
O  8.6127  -1.0321  20.2475  -0.3783  0.1502  0.3306
O  -1.7882  0.7547  14.0619  -0.0136  -0.0697  -0.3019
O  4.5802  -0.9845  18.3992  -0.1211  0.1503  0.3684
O  11.3453  2.2781  15.5751  -0.3127  -0.0363  0.1245
O  1.7013  -0.5231  13.3985  0.1121  0.1423  0.0139
O  10.038  4.5019  15.0156  0.0166  0.203  0.3109
O  5.3784  8.7184  16.1283  -0.1284  -0.0365  -0.3401
O  8.5474  3.8736  19.7238  0.0259  0.1107  0.4528
O  11.1591  5.9376  10.4845  -0.0439  0.4539  -0.6368
O  11.7  4.6134  17.0561  -0.272  0.1439  -0.2583
O  3.5197  6.1688  10.5726  0.0112  0.2947  -0.9033
O  2.5013  1.6583  11.9357  0.2931  -0.1299  -0.3238
O  6.9996  -4.6801  22.3841  0.3562  0.4095  0.189
O  7.3147  3.2829  10.6207  -0.0066  -0.5917  -0.501
O  1.84  8.9973  15.1848  -0.1144  -0.0757  -0.3247
O  2.4509  0.3438  19.2426  0.2454  -0.3762  0.3394
O  3.5408  3.4512  10.5801  -0.1471  -0.5405  -0.3853
O  4.5225  9.5752  13.8244  0.1797  0.0916  -0.3336
O  -0.3062  1.1357  0.1165  0.1189  -0.2186  0.5544
O  3.4486  8.1291  0.1169  -0.0794  0.222  0.7285
O  3.829  -0.376  11.9181  0.1003  -0.0466  0.1741
O  9.195  5.8586  21.2438  -0.3851  -0.3631  0.0703
O  6.1631  -2.1019  20.1943  0.2468  0.3764  0.1636
O  6.4941  0.4503  19.619  0.2364  -0.1663  0.2736
O  7.3766  1.6307  17.0635  0.1458  0.2639  0.1154
O  4.8757  2.1092  16.4501  0.1631  -0.095  -0.0467
O  7.5599  9.4302  22.4623  -0.0763  -0.3235  0.0568
O  12.8821  6.3161  15.5026  -0.0793  0.1951  0.0152

Results
free energy: -45071.870 eV
free energy less fixed offsets of O -463.61, Si -117.95 eV per atom: -14.900 eV
pressure: -1.40 GPa
stress xx, yy, zz, yz, xz, xy (GPa, positive in tension): 0.92, 1.43, 1.86, 0.06, 0.06, 0.84
